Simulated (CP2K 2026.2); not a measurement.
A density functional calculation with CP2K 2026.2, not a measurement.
Periodic cell of 518 atoms, Si360O158, from a study of silicon, its oxide and their interface. The atomic structure is a simulated model.
Doubt: the forces sum to 2.06 eV/angstrom along one axis rather than to zero, so they err by at least 0.0040 eV/angstrom per atom on average; the grid cutoff is modest.

Settings
functional: PBE
method: Gaussian and plane waves
basis set: DZVP-MOLOPT-SR-GTH
pseudopotentials: GTH-PBE
grid cutoff: 350 Ry, relative cutoff 50 Ry
k points: Gamma only
occupations: fixed
spin: none
net charge: 0

Cell vectors (angstrom)
a	16.32	0	0
b	0	16.32	0
c	2.5315	-0.8521	34.3021

Atoms and the computed forces on them: element, x, y, z (angstrom), force x, y, z (eV/angstrom)
Si	14.326	15.661	2.737	-0.052	0.083	0.58
Si	1.849	1.017	2.866	0.051	-0.018	-0.073
Si	15.109	3.954	2.635	-0.101	-0.042	0.78
Si	1.312	6.767	2.847	0.17	-0.01	0.776
Si	10.357	9.689	32.653	-0.035	-0.047	0.049
Si	1.27	11.742	2.264	-0.435	-0.356	0.518
Si	3.564	15.625	2.809	-0.148	0.232	0.604
Si	6.523	1.782	2.748	0.097	-0.137	0.734
Si	3.542	9.767	1.172	0.233	-0.234	0.395
Si	6.392	7.171	2.931	-0.025	-0.031	-0.043
Si	4.645	8.859	2.964	0.027	0.005	0.005
Si	7.249	11.6	2.828	0.182	-0.156	0.614
Si	9.94	14.49	2.873	0.239	-0.135	0.597
Si	12.562	1.038	2.9	-0.043	-0.026	-0.018
Si	9.383	3.925	2.411	-0.264	-0.234	0.629
Si	15.478	9.029	2.43	0.209	0.457	0.683
Si	9.013	9.924	2.841	-0.012	0.013	-0.034
Si	11.656	12.819	2.862	-0.048	0.023	0.039
Si	16.282	0.069	4.002	-0.031	-0.018	0.011
Si	2.815	2.79	4.08	-0.006	0.026	-0.005
Si	16.326	5.329	4.122	-0.007	0.012	-0.012
Si	2.82	8.011	4.174	-0.075	-0.032	-0.013
Si	16.317	10.67	3.938	0.02	-0.034	-0.145
Si	2.677	13.822	4.02	0.383	0.181	0.468
Si	5.402	0.145	4.009	0.017	-0.05	-0.059
Si	8.181	2.792	4.073	0.06	0.029	-0.15
Si	5.488	5.509	4.303	0.016	-0.015	-0.002
Si	8.081	8.237	4.189	-0.01	0.034	-0.009
Si	5.501	10.726	4.15	0.032	0.033	-0.05
Si	8.15	13.481	4.017	-0.04	0.003	-0.072
Si	10.909	-0.069	4.146	-0.034	-0.023	-0.031
Si	13.637	2.751	4.073	0.013	0.015	-0.077
Si	11.147	5.659	4.212	-0.27	-0.143	0.79
Si	13.334	7.857	4.158	0.203	0.245	0.776
Si	10.776	10.953	4.036	0.04	-0.029	-0.083
Si	13.508	13.758	3.988	0.03	-0.006	-0.034
Si	15.022	1.432	5.455	-0.039	0.013	0.001
Si	1.397	4.04	5.482	0.004	0.019	0.013
Si	14.953	6.717	5.458	-0.034	0.035	-0.008
Si	1.419	9.484	5.396	0.005	-0.042	-0.01
Si	14.937	12.221	5.194	0.001	0.024	0.004
Si	1.232	14.983	5.45	0.052	0.014	-0.041
Si	4.12	1.435	5.495	-0.045	0.016	0.02
Si	6.897	4.118	5.527	-0.042	0.006	0.01
Si	4.047	6.723	5.659	0.009	-0.013	-0.009
Si	6.783	9.499	5.662	0.006	-0.006	-0.034
Si	4.049	12.263	5.271	-0.07	-0.026	-0.01
Si	6.765	14.96	5.271	0.013	0.023	0.006
Si	9.505	1.349	5.385	0.019	0.015	0.005
Si	12.299	4.076	5.49	-0.01	0.046	0.003
Si	9.509	6.84	5.439	0.043	-0.052	-0.021
Si	12.183	9.548	5.349	0.029	-0.078	-0.011
Si	9.474	12.231	5.526	0.031	-0.027	-0.035
Si	12.26	14.975	5.57	-0.007	-0.017	-0.06
Si	13.646	0.051	6.821	0	0.029	0.003
Si	16.358	2.722	6.862	-0.008	0.005	0.004
Si	13.634	5.406	6.885	-0.008	0.022	0.002
Si	16.339	8.135	6.754	-0.02	0.006	-0.008
Si	13.595	10.901	6.669	0.041	0	-0.005
Si	16.245	13.538	6.724	-0.02	-0.052	-0.006
Si	2.686	0.025	6.765	-0.012	0.036	-0.031
Si	5.49	2.752	6.855	0.032	-0.016	0.008
Si	2.685	5.369	6.929	-0.02	-0.032	0.01
Si	5.411	8.129	6.946	-0.005	0.021	-0.006
Si	2.731	10.909	6.727	0.041	-0.006	0.008
Si	5.418	13.609	6.68	-0.031	0.002	0.001
Si	8.13	-0.028	6.716	-0.004	-0.006	0.009
Si	10.879	2.7	6.775	-0.014	0.027	-0.015
Si	8.218	5.483	6.866	0.016	-0.021	0.013
Si	10.861	8.212	6.791	-0.001	0.018	0.038
Si	8.156	10.89	6.92	0.017	0.02	0.021
Si	10.873	13.587	6.848	-0.004	-0.002	0.017
Si	14.955	14.932	8.137	0.006	0.001	-0.001
Si	1.376	1.344	8.195	0.009	-0.001	0.026
Si	14.992	4.068	8.229	0.017	0.004	-0.001
Si	1.328	6.798	8.197	0.015	0.004	-0.015
Si	14.956	9.531	8.071	-0.022	0.012	-0.014
Si	1.336	12.231	8.096	0.018	0.018	0.007
Si	4.063	14.953	8.087	0.018	0.003	-0.019
Si	6.825	1.333	8.151	-0.002	-0.019	-0.006
Si	4.102	4.05	8.239	-0.018	-0.009	0.011
Si	6.82	6.787	8.243	0.012	-0.005	-0.003
Si	4.044	9.562	8.182	-0.021	0.009	-0.008
Si	6.754	12.293	8.15	-0.019	-0.004	0.018
Si	9.492	14.971	8.142	-0.01	0.03	-0.007
Si	12.246	1.375	8.165	0.004	-0.012	0.007
Si	9.561	4.075	8.173	-0.005	0.008	0.002
Si	12.235	6.823	8.147	-0.006	-0.005	-0.016
Si	9.536	9.524	8.221	0.013	-0.027	0.012
Si	12.263	12.214	8.136	-0.007	-0.035	-0.001
Si	16.324	-0.038	9.511	0.004	0.006	0.003
Si	2.73	2.689	9.566	0.02	-0.004	0.012
Si	16.319	5.447	9.577	-0.002	0.001	0.006
Si	2.697	8.177	9.53	0.001	0.005	0.001
Si	16.308	10.873	9.474	0.006	-0.007	-0.003
Si	2.705	13.596	9.466	-0.015	-0.004	-0.004
Si	5.432	-0.023	9.487	-0.004	0.035	-0.009
Si	8.181	2.705	9.515	0.005	0.005	-0.009
Si	5.452	5.428	9.578	-0.001	-0.008	0.017
Si	8.177	8.165	9.569	-0.014	0.002	0.016
Si	5.423	10.914	9.522	-0.001	-0.013	0.007
Si	8.135	13.623	9.516	0.007	0	0.008
Si	10.871	0.003	9.503	0.003	0.003	0.011
Si	13.601	2.713	9.548	-0.005	0.011	0.006
Si	10.902	5.45	9.529	0.002	0.001	0.002
Si	13.608	8.185	9.486	-0.002	-0.001	-0.001
Si	10.912	10.883	9.536	0.016	-0.002	0.013
Si	13.594	13.59	9.505	-0.015	0.021	0.009
Si	14.953	1.344	16.322	-0.007	0.004	0
Si	1.349	4.076	16.29	-0.002	0.018	-0.001
Si	14.96	6.793	16.315	-0.003	0.006	-0.003
Si	1.383	9.526	16.279	-0.005	-0.011	-0.011
Si	14.931	12.254	16.336	-0.004	-0.027	-0.004
Si	1.338	14.953	16.324	0.021	-0.016	-0.002
Si	4.077	1.346	16.306	0.022	-0.004	-0.005
Si	6.818	4.094	16.315	-0.004	0.017	0
Si	4.105	6.819	16.3	0.018	-0.024	-0.002
Si	6.806	9.542	16.319	-0.003	-0.009	-0.003
Si	4.083	12.232	16.324	-0.01	0.007	-0.003
Si	6.802	14.949	16.331	-0.007	0.003	-0.006
Si	9.533	1.352	16.313	0.006	-0.014	-0.006
Si	12.251	4.073	16.309	-0.008	0.003	0.003
Si	9.532	6.81	16.333	-0.004	-0.006	-0.004
Si	12.232	9.535	16.343	0	-0.004	-0.001
Si	9.518	12.251	16.352	-0.034	0.013	-0.004
Si	12.234	14.934	16.337	0.006	-0.005	-0.007
Si	13.606	-0.037	17.688	0.012	-0.001	0.002
Si	16.322	2.713	17.664	0.01	0.016	0.014
Si	13.607	5.42	17.678	0.003	0.008	0.011
Si	16.358	8.164	17.621	0.001	-0.001	-0.006
Si	13.577	10.9	17.714	0.019	0.022	-0.01
Si	16.272	13.626	17.698	-0.027	0.028	-0.007
Si	2.709	-0.01	17.669	-0.021	0.008	-0.023
Si	5.465	2.7	17.638	-0.017	-0.016	-0.005
Si	2.722	5.45	17.614	0.004	0.019	-0.002
Si	5.435	8.205	17.681	-0.014	0.016	0.002
Si	2.732	10.852	17.67	0.016	-0.034	0
Si	5.439	13.587	17.691	0.005	0.002	0.008
Si	8.182	-0.012	17.67	0.006	0.024	-0.017
Si	10.876	2.732	17.665	-0.004	0.018	-0.01
Si	8.185	5.44	17.693	0.018	-0.051	0.013
Si	10.879	8.174	17.708	-0.009	-0.006	-0.001
Si	8.157	10.887	17.71	-0.002	0	-0.001
Si	10.879	13.593	17.738	0.004	0.006	0.007
Si	14.93	14.962	19.143	0.011	-0.005	-0.004
Si	17.618	1.296	19.03	0.019	-0.038	-0.011
Si	15.028	4.116	19.038	-0.017	-0.007	0.04
Si	1.434	6.862	18.989	0.032	0.017	-0.032
Si	14.98	9.491	18.963	-0.001	0	-0.034
Si	17.67	12.237	18.951	-0.003	-0.025	-0.013
Si	4.118	15.008	19.023	-0.016	0.003	0
Si	6.884	1.405	19.011	0.01	0.032	-0.044
Si	4.021	4.014	18.924	-0.004	-0.026	0.034
Si	6.839	6.861	18.989	-0.007	-0.009	0.054
Si	4.051	9.509	19.109	0.003	-0.005	-0.03
Si	6.733	12.182	19.078	-0.018	-0.012	-0.017
Si	9.478	14.941	19.076	0.002	0.006	0.021
Si	12.233	1.352	18.975	0	-0.024	-0.015
Si	9.528	4.058	19.083	-0.016	0.025	-0.033
Si	12.205	6.745	19.032	-0.009	0.006	0.014
Si	9.568	9.584	19.081	0.026	0.028	0.009
Si	12.251	12.264	19.141	0	-0.039	-0.03
Si	16.279	0.014	20.524	-0.005	0.06	0.018
Si	2.683	2.631	20.329	0.031	0.039	0.023
Si	16.471	5.51	20.349	-0.032	-0.043	0.041
Si	2.698	8.164	20.512	0.015	0.015	0.011
Si	16.312	10.881	20.297	-0.015	-0.004	0.025
Si	2.688	13.626	20.268	-0.061	0.005	0.054
Si	5.543	0.071	20.342	-0.019	-0.03	0.017
Si	8.189	2.718	20.495	-0.008	0	0.003
Si	5.382	5.443	20.142	-0.003	0.054	0.038
Si	8.197	8.236	20.4	-0.017	-0.041	0.07
Si	5.346	10.874	20.515	0.045	0.017	-0.008
Si	8.091	13.528	20.409	0.031	0.039	0.035
Si	10.834	0.068	20.362	-0.006	0.057	0.029
Si	13.633	2.689	20.288	-0.007	0.009	0.034
Si	10.854	5.415	20.469	-0.003	0.033	0.009
Si	13.67	8.062	20.279	0.042	0.001	0.012
Si	10.934	10.895	20.538	-0.074	-0.025	-0.004
Si	13.56	13.638	20.557	-0.035	0	0.015
Si	14.882	1.42	21.854	-0.036	-0.022	0.082
Si	17.727	4.038	21.709	0.003	0.047	0.034
Si	15.061	6.802	21.711	0.001	0.009	-0.007
Si	17.608	9.61	21.807	0.009	0	0.098
Si	16.698	13.236	23.067	-0.008	0.008	0.059
Si	17.712	14.918	21.751	-0.006	-0.02	0.028
Si	4.138	1.371	21.694	0.001	0.06	0.012
Si	6.673	4.161	21.574	0.005	-0.025	0.008
Si	4.084	6.624	21.679	-0.036	-0.036	0.009
Si	6.737	9.459	21.816	0.023	0.028	0.035
Si	3.929	12.333	21.773	-0.01	-0.031	0.076
Si	6.771	14.959	21.753	-0.02	-0.016	0.021
Si	9.541	1.347	21.914	0.004	-0.013	0.032
Si	12.309	3.999	21.695	-0.043	-0.058	0.016
Si	9.405	6.755	21.805	-0.295	-0.206	-0.461
Si	12.48	9.471	21.68	0.024	-0.019	0.036
Si	9.477	12.257	21.86	0.033	-0.004	0.065
Si	12.127	15.089	21.822	0.052	0.01	0.064
Si	13.047	0.543	23.122	-0.114	0.195	-0.715
Si	15.905	3.245	22.988	-0.212	0.038	-0.583
Si	14.163	4.911	22.81	0.034	-0.015	-0.028
Si	15.859	8.632	23.05	-0.204	0.12	-0.602
Si	14.179	10.416	22.991	0.324	-0.13	-0.556
Si	16.417	11.846	29.444	-0.007	0.063	0.058
Si	5.054	3.183	22.922	-0.347	0.141	-0.461
Si	3.232	-0.45	22.843	0.004	-0.037	0.036
Si	3.213	4.832	23.008	0.03	-0.063	-0.047
Si	5.804	7.575	22.934	-0.03	-0.032	-0.008
Si	2.065	11.515	23.017	-0.105	0.094	-0.676
Si	4.911	14.124	22.963	-0.122	0.173	-0.543
Si	8.491	-0.457	23.094	0.013	0.026	0.059
Si	11.384	2.332	23.105	0.111	-0.167	-0.611
Si	7.531	5.875	22.916	-0.04	0.059	0
Si	11.673	8.191	23.43	0.172	0.044	-0.618
Si	5.965	12.329	25.04	-0.001	0.109	-0.037
Si	10.272	14.211	23.004	-0.21	0.034	-0.67
Si	14.386	-0.031	25.935	-0.022	-0.007	-0.176
Si	16.69	2.016	25.749	0.067	0.134	-0.153
Si	13.492	5.903	24.75	0.165	-0.312	-0.545
Si	16.261	7.026	25.693	-0.047	0.021	-0.188
Si	2.729	5.468	25.213	-0.013	-0.174	-0.653
Si	15.037	12.223	21.762	-0.049	0.002	0.028
Si	2.29	14.233	26.955	0.035	0.024	-0.035
Si	10.089	3.387	28.541	0.051	0.076	-0.01
Si	6.894	2.834	25.571	-0.076	0.089	-0.204
Si	4.677	7.855	24.961	0.314	-0.215	-0.578
Si	3.486	10.49	25.435	-0.121	0.123	-0.042
Si	9.208	14.642	27.645	-0.057	0.025	-0.218
Si	9.655	4.194	32.645	0.089	0.008	-0.013
Si	8.297	5.498	25.081	-0.298	0.014	-0.573
Si	5.209	0.905	26.549	0.086	-0.071	-0.006
Si	10.09	10.077	25.197	-0.116	0.053	-0.074
Si	8.022	10.903	23.163	0.08	-0.073	-0.761
Si	15.411	14.63	30.295	0.007	-0.038	-0.016
Si	17.6	15.41	34.109	0.052	-0.034	0.112
Si	16.126	6.738	32.693	0.082	-0.108	-0.055
Si	9.176	8.922	0.71	-0.097	0.33	0.685
Si	2.834	0.189	25	0.066	-0.065	-0.63
Si	3.022	11.685	28.17	0.021	0.071	-0.061
Si	18.124	15.493	29.707	0.053	-0.015	0.038
Si	5.424	11.474	30.167	0.072	-0.027	0.014
Si	2.782	5.536	29.721	0.05	0.006	0.041
Si	8.99	9.627	27.81	-0.092	0.03	0.027
Si	6.929	7.598	26.867	0.057	-0.008	-0.063
Si	8.393	5.373	30.044	0.059	0.023	-0.089
Si	4.725	14.619	0.08	0.019	-0.008	0.094
Si	3.429	5.319	1.021	0.442	-0.06	0.585
Si	17.157	4.295	34.235	-0.105	-0.112	0.075
Si	5.679	11.687	0.056	0.171	-0.073	0.2
Si	15.909	1.65	33.254	-0.004	0.039	0.084
Si	12.103	4.02	30.946	0.011	0.005	0.007
Si	5.651	6.311	29.264	0.004	0.151	0.001
Si	10.341	0.569	29.433	-0.006	0.067	-0.066
Si	5.562	14.201	31.853	0.01	-0.037	-0.047
Si	6.955	0.282	0.033	-0.021	0.048	0.117
Si	11.043	13.064	25.781	-0.045	-0.011	-0.048
Si	14.204	13.127	32.646	-0.037	-0.08	0.063
Si	12.313	14.842	34.268	0.055	-0.036	0.267
Si	7.837	0.096	25.344	0.072	-0.242	-0.558
Si	4.405	4.094	2.829	-0.401	0.42	0.182
Si	13.469	0.212	28.883	0.043	0.103	-0.031
Si	14.189	8.865	33.538	-0.086	0.073	-0.057
Si	11.053	4.214	25.613	0.043	-0.095	-0.166
Si	7.576	6.223	1.112	-0.342	0.209	0.529
Si	2.263	3.571	27.583	-0.006	0.011	-0.084
Si	8.815	1.244	32.007	-0.035	-0.003	-0.08
Si	14.526	2.433	30.627	-0.048	0.057	-0.019
Si	3.897	1.286	29.095	-0.046	-0.062	-0.118
Si	4.63	2.237	33.642	-0.45	-0.256	0.417
Si	17.794	8.066	30.62	-0.052	-0.002	0.041
Si	13.942	10.151	28.506	0.003	0.097	0.021
Si	11.338	1.857	1.05	0.303	-0.174	0.608
Si	16.049	13.578	25.354	0.022	-0.005	-0.75
Si	15.298	11.258	0.486	0.167	0.043	0.179
Si	5.544	6.777	33.532	0.054	-0.033	0.039
Si	17.958	10.841	31.739	0.052	0.016	-0.078
Si	15.54	7.648	28.566	0.046	0.019	-0.018
Si	9.176	8.303	30.311	0.025	-0.114	0.055
Si	12.533	12.353	0.775	-0.275	0.186	0.6
Si	5.89	0.804	31.265	-0.004	-0.064	0.028
Si	0.815	1.961	0.983	0.629	0.185	0.052
Si	13.702	11.672	25.853	0.057	-0.118	-0.126
Si	6.166	8.624	31.04	-0.114	-0.046	0.069
Si	12.955	10.548	31.36	0	-0.039	0.061
Si	14.615	5.371	30.289	-0.036	-0.117	-0.032
Si	3.307	4.732	32.614	0.049	0.028	-0.043
Si	7.425	12.232	27.86	-0.057	-0.037	-0.009
Si	2.692	13.686	32.007	-0.07	0.059	0.035
Si	14.964	1.33	10.874	-0.006	-0.015	-0.007
Si	1.373	4.074	10.904	0.007	0.002	-0.005
Si	14.944	6.824	10.888	0.004	-0.001	0.008
Si	1.334	9.53	10.877	-0.009	-0.018	0.007
Si	14.961	12.234	10.86	0.004	0.004	-0.002
Si	1.368	14.941	10.869	0.004	0.014	0.006
Si	4.097	1.326	10.894	-0.021	-0.004	0.01
Si	6.822	4.054	10.899	-0.011	-0.014	0.008
Si	4.076	6.817	10.888	0.002	0.014	-0.001
Si	6.797	9.546	10.879	0.006	0.005	-0.006
Si	4.055	12.258	10.87	0.012	0	0
Si	6.786	14.969	10.884	-0.008	-0.006	0.003
Si	9.531	1.358	10.887	0.002	0.015	0.001
Si	12.251	4.089	10.896	0.011	0.025	0.008
Si	9.537	6.793	10.904	0	-0.012	0
Si	12.259	9.52	10.888	0	0	-0.002
Si	9.518	12.252	10.861	-0.004	-0.004	-0.009
Si	12.228	14.95	10.861	-0.004	-0.016	0.001
Si	13.596	-0.02	12.229	0.001	0.014	-0.002
Si	16.318	2.704	12.236	0.004	0.002	-0.007
Si	13.598	5.454	12.252	-0.01	0.001	0.005
Si	16.309	8.173	12.25	-0.01	0.012	0.01
Si	13.607	10.885	12.243	0.003	-0.017	0.004
Si	16.317	13.592	12.228	0.017	-0.008	0.002
Si	2.722	-0.024	12.243	0.015	-0.009	0.003
Si	5.451	2.7	12.25	0.007	-0.008	-0.002
Si	2.729	5.444	12.25	-0.004	-0.007	0.001
Si	5.446	8.177	12.236	0.004	0.009	-0.003
Si	2.704	10.89	12.231	-0.01	0.008	0.007
Si	5.428	13.603	12.238	-0.011	0	0.002
Si	8.158	0.003	12.242	0.003	0.008	0.007
Si	10.886	2.723	12.247	-0.001	-0.007	0.003
Si	8.176	5.429	12.252	0.001	0.008	-0.005
Si	10.893	8.166	12.252	0.009	-0.011	0.007
Si	8.167	10.893	12.237	-0.006	-0.009	-0.003
Si	10.871	13.601	12.234	-0.011	0.009	-0.002
Si	14.954	14.949	13.596	-0.01	-0.002	-0.009
Si	1.364	1.351	13.594	-0.003	-0.002	0
Si	14.953	4.067	13.589	0.003	0.013	-0.006
Si	1.355	6.8	13.594	0.007	-0.001	-0.002
Si	14.958	9.533	13.618	0.005	0.001	0.007
Si	1.348	12.242	13.6	-0.001	-0.003	0.002
Si	4.07	14.941	13.613	0.006	0.004	0.01
Si	6.803	1.349	13.617	-0.002	0.012	0.009
Si	4.096	4.081	13.599	-0.001	0.007	-0.006
Si	6.812	6.809	13.588	-0.003	-0.007	-0.007
Si	4.085	9.538	13.585	0.008	-0.017	-0.005
Si	6.807	12.253	13.594	-0.006	0.002	-0.01
Si	9.521	14.961	13.601	0	-0.009	0.004
Si	12.243	1.344	13.591	0.017	-0.005	-0.002
Si	9.533	4.079	13.618	-0.002	-0.003	0.006
Si	12.247	6.814	13.618	-0.004	-0.005	0.001
Si	9.52	9.526	13.605	-0.001	0.011	-0.005
Si	12.227	12.235	13.596	0	0.004	-0.011
Si	16.317	-0.003	14.953	0.01	0.01	0.002
Si	2.728	2.719	14.947	0.02	0.019	-0.006
Si	16.305	5.432	14.941	-0.017	-0.027	0
Si	2.734	8.162	14.931	-0.005	0.011	0.005
Si	16.311	10.9	14.974	0.012	0.005	-0.002
Si	2.704	13.585	14.974	-0.013	-0.02	-0.007
Si	5.437	-0.023	14.963	-0.024	-0.022	-0.004
Si	8.168	2.715	14.966	-0.003	-0.006	0.004
Si	5.462	5.45	14.95	0.013	0.021	-0.011
Si	8.16	8.162	14.967	-0.013	-0.027	-0.008
Si	5.449	10.896	14.95	0.019	0.014	-0.006
Si	8.167	13.604	14.968	0.014	0.016	-0.001
Si	10.892	-0.011	14.963	0.002	0.021	-0.004
Si	13.597	2.701	14.952	-0.009	-0.005	-0.006
Si	10.892	5.451	14.971	0.013	0.019	0
Si	13.6	8.177	14.981	0.007	0.01	-0.002
Si	10.868	10.886	14.977	-0.003	-0.019	-0.001
Si	13.584	13.592	14.954	-0.005	-0.012	-0.003
O	11.461	10.651	31.971	-0.22	0.688	0.124
O	18.663	4.763	33.904	0.136	0.293	0.232
O	10.591	4.895	2.89	0.25	0.019	-0.271
O	12.208	6.778	3.669	-0.073	0.131	-0.287
O	14.017	8.426	2.791	-0.311	0.044	-0.433
O	8.718	15.598	26.429	0.402	-0.175	-0.103
O	10.326	7.384	23.021	-0.125	0.025	0.244
O	13.379	0.162	24.685	-0.145	-0.317	0.486
O	16.392	3.075	24.558	0.165	0.153	0.209
O	4.11	14.202	32.563	-0.067	0.341	0.736
O	12.731	7.262	24.245	0.251	0.2	0.236
O	4.326	5.409	29.271	0.121	-0.525	-0.339
O	16.255	8.227	24.601	0.386	0.339	0.426
O	18.041	15.151	28.142	-0.162	0.194	-0.248
O	13.076	2.77	31.276	-0.118	-0.247	0.601
O	2.326	11.261	24.626	-0.26	0.358	0.294
O	5.268	13.695	24.525	0.143	0.126	0.413
O	11.147	2.924	24.629	0.092	-0.129	0.237
O	11.298	9.376	24.447	0.531	0.236	0.13
O	8.749	9.974	24.296	-0.089	-0.559	0.007
O	7.123	12.006	23.96	0.038	0.204	-0.226
O	15.876	13.364	29.395	-0.251	0.18	-0.199
O	2.573	10.892	1.82	0.34	0.201	-0.025
O	16.246	5.525	33.742	-0.268	0.143	0.194
O	8.63	0.212	33.227	-0.319	-0.179	-0.035
O	8.078	1.724	25.372	0.574	0.434	0.099
O	6.704	11.836	1.299	0.302	0.376	-0.318
O	10.055	8.457	31.647	0.417	-0.235	0.04
O	9.889	5.206	25.085	0.21	0.367	-0.23
O	9.356	4.912	34.055	-0.468	0.22	-0.158
O	3.227	10.559	27.025	0.007	-0.56	0.131
O	10.705	14.058	24.57	0.18	0.35	0.237
O	6.567	12.462	26.515	-0.271	0.031	0.013
O	3.952	6.533	0.023	0.497	0.116	-0.319
O	0.353	11.986	0.934	-0.029	0.267	-0.344
O	11.938	0.467	29.286	0.029	-0.004	0.148
O	5.364	7.768	29.921	-0.626	0.106	-0.052
O	5.027	1.647	30.187	0.209	0.276	0.001
O	9.511	14.884	1.339	-0.217	-0.16	-0.165
O	2.026	5.908	1.646	-0.289	-0.176	-0.359
O	18.19	4.734	28.649	-0.728	0.082	-0.042
O	7.146	1.137	1.389	0.489	0.257	-0.241
O	18.47	9.509	30.949	0.32	0.072	-0.054
O	16.025	2.919	1.746	0.053	0.009	-0.355
O	10.401	11.63	25.446	-0.327	-0.066	0.161
O	9.737	1.81	28.574	-0.234	-0.057	-0.505
O	9.226	2.646	32.679	-0.213	0.05	0.23
O	3.751	15.112	1.262	-0.278	-0.223	-0.078
O	15.543	8.034	33.429	0.49	0.029	0.453
O	3.202	4.002	0.103	0.497	-0.32	-0.276
O	3.283	2.578	28.349	0.184	0.235	0.156
O	9.062	10.597	33.002	-0.107	0.054	-0.317
O	16.555	0.204	33.574	-0.118	-0.193	-0.146
O	17.879	14.284	32.985	-0.267	-0.125	0.013
O	16.919	2.904	33.429	0.322	-0.004	-0.009
O	15.048	6.154	28.95	0.09	-0.205	-0.308
O	3.939	3.247	32.573	-0.14	0.002	-0.299
O	15.165	12.338	25.912	0.293	-0.043	0.122
O	2.586	8.725	0.358	-0.66	0.237	-0.075
O	3.338	13.132	27.501	0.446	0.187	0.134
O	8.632	11.186	27.642	0.42	0.282	-0.243
O	6.202	6.487	27.767	0.053	-0.505	-0.122
O	15.117	14.147	31.802	0.105	0.426	0.421
O	5.481	2.961	2.269	-0.023	0.023	-0.437
O	12.64	12.891	25.879	0.073	0.286	0.301
O	7.656	8.717	27.759	-0.234	0.249	0.543
O	10.706	3.739	27.105	-0.003	-0.005	0.066
O	14.23	8.571	28.367	-0.25	-0.406	0.094
O	7.54	4.27	25.842	-0.18	0.146	0.369
O	13.358	10.718	27.113	-0.218	-0.214	-0.109
O	8.002	6.857	25.917	0.484	0.145	-0.133
O	14.335	1.525	29.299	0.222	0.19	-0.241
O	15.384	1.638	31.731	0.091	-0.338	-0.21
O	3.969	1.208	25.549	-0.004	0.68	-0.094
O	17.711	0.881	25.216	-0.212	-0.013	-0.221
O	5.345	1.071	32.771	-0.027	-0.516	0.18
O	3.93	6.525	25.525	0.171	-0.222	0.554
O	4.359	5.943	32.821	0.015	0.2	-0.088
O	7.698	8.824	30.635	0.01	0.596	-0.248
O	14.076	12.046	1.189	0.217	0.147	0.537
O	14.066	15.267	29.689	-0.157	-0.473	-0.055
O	11.159	3.64	29.71	0.071	-0.03	-0.044
O	16.44	8.288	29.758	-0.105	0.179	0.105
O	9.773	9.288	29.176	0.708	0.352	-0.054
O	5.554	10.135	31.091	-0.333	0.041	0.446
O	5.783	8.359	26.03	-0.034	0.566	0.222
O	10.936	15.452	33.725	-0.055	0.255	-0.699
O	7.423	1.311	31.185	-0.004	0.3	-0.25
O	12.187	2.768	0.013	-0.223	0.601	-0.112
O	10.829	9.016	34.036	-0.001	0.174	0.238
O	14.557	15.457	1.118	-0.365	-0.536	-0.27
O	9.932	9.261	26.569	0.563	-0.293	0.183
O	10.633	8.78	0.042	0.292	-0.642	0.008
O	2.431	7.115	29.737	0.378	0.186	-0.185
O	12.856	13.86	33.126	-0.374	0.037	-0.439
O	16.644	11.411	30.99	-0.377	-0.156	0.185
O	6.198	15.214	0.365	0.411	-0.366	0.027
O	2.704	0.501	29.864	-0.085	0.358	0.226
O	6.194	7.718	32.386	0.457	-0.126	0.137
O	17.546	6.078	25.397	-0.265	-0.026	-0.235
O	15.319	1.272	26.11	-0.188	0.296	0.273
O	13.669	9.264	32.054	0.125	-0.567	-0.146
O	0.097	0.745	0.172	0.273	0.098	-0.245
O	11.223	4.349	32.255	0.257	0.34	0.279
O	15.285	14.978	25.655	0.117	0.154	-0.165
O	5.909	2.857	24.287	-0.048	0.087	-0.006
O	3.501	8.972	24.89	-0.362	-0.033	-0.391
O	13.638	10.816	24.489	-0.38	-0.218	0.277
O	16.625	-0.61	30.272	-0.26	0.689	0.201
O	10.046	2.746	1.502	-0.117	0.018	-0.198
O	15.341	10.896	28.756	0.247	-0.011	-0.301
O	2.69	12.065	31.9	0.509	-0.353	0.049
O	10.841	0.553	0.231	0.158	-0.041	-0.196
O	2.559	4.909	31.194	-0.417	-0.037	0.209
O	6.708	14.281	32.968	0.152	0.435	-0.222
O	8.627	7.401	0.75	0.381	-0.284	0.054
O	13.543	-0.122	27.305	-0.285	-0.145	-0.097
O	2.938	4.254	26.275	0.523	-0.158	-0.082
O	14.831	6.252	25.611	-0.15	-0.22	0.569
O	17.558	10.391	33.219	-0.098	-0.207	-0.238
O	9.148	6.784	29.761	0.505	-0.049	-0.386
O	17.385	13.49	26.244	0.247	-0.55	0.087
O	4.616	0.362	27.955	0.038	-0.659	0.125
O	2.47	14.249	30.501	0.241	-0.3	-0.218
O	1.76	13.179	2.804	-0.387	0.329	-0.045
O	9.978	0.771	30.993	0.394	-0.193	0.164
O	8.041	13.678	28.219	-0.349	0.031	0.309
O	12.935	10.393	29.752	-0.677	0.067	-0.112
O	5.743	15.534	30.941	0.235	-0.013	-0.314
O	15.212	3.856	30.243	0.686	-0.108	-0.037
O	17.817	11.679	28.675	0.021	0.039	-0.286
O	15.141	6.214	31.543	-0.044	-0.017	0.162
O	6.266	-0.097	25.812	-0.409	-0.573	-0.046
O	6.549	11.558	29.019	0.174	-0.317	-0.14
O	0.251	7.848	2.226	-0.014	0.038	-0.272
O	8.772	4.904	31.52	-0.123	0.207	0.226
O	15.337	9.727	0.98	0.004	-0.269	-0.606
O	16.398	7.604	27.195	0.263	0.091	0.085
O	12.457	5.023	25.642	-0.017	0.039	0.494
O	10.433	13.719	27.119	0.155	-0.319	0.259
O	17.496	7.262	32.001	0.327	0.165	0.126
O	7.323	12.167	34.301	-0.595	-0.212	-0.062
O	11.856	11.054	0.099	-0.394	-0.101	-0.068
O	8.343	4.869	1.601	0.033	-0.062	0.008
O	8.809	4.318	28.888	-0.338	-0.186	-0.246
O	4.636	10.46	0.194	-0.049	-0.269	-0.603
O	5.632	12.822	31.024	-0.062	0.011	0.248
O	6.796	5.546	30.095	0.025	-0.396	0.501
O	17.276	2.766	27.056	-0.243	-0.068	0.394
O	5.985	2.315	26.81	-0.171	0.275	0.791
O	3.996	11.424	29.416	-0.271	-0.157	0.172
O	9.678	15.534	28.888	0.115	-0.385	0.476
O	13.008	5.273	30.47	-0.202	0.532	-0.276
O	14.388	4.923	1.52	-0.321	0.159	0.19
O	13.777	11.887	31.714	0.212	-0.028	-0.129
O	3.012	15.164	25.875	0.427	-0.286	0.288
O	4.913	11.118	25.03	0.082	-0.423	0.035
O	15.033	12.68	33.962	0.1	0.274	-0.081

Results
total energy: -107793.851 eV
total energy less fixed offsets of O -438.35, Si -107.03 eV per atom: -3.751 eV
